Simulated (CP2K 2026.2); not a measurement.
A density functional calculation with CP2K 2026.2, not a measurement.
Periodic cell of 513 atoms, Si360O153, from a study of silicon, its oxide and their interface. The atomic structure is a simulated model.
Doubt: the forces sum to 1.84 eV/angstrom along one axis rather than to zero, so they err by at least 0.0036 eV/angstrom per atom on average; the grid cutoff is modest.

Settings: functional PBE; method Gaussian and plane waves; basis set DZVP-MOLOPT-SR-GTH; pseudopotentials GTH-PBE; grid cutoff 300 Ry, relative cutoff 40 Ry; k points Gamma only; occupations fixed; spin none; net charge 0.

Cell vectors (angstrom)
a	16.32	0	0
b	0	16.32	0
c	-3.0928	-3.1943	34.5067

Atoms and the computed forces on them: element, x, y, z (angstrom), force x, y, z (eV/angstrom)
Si	-1.49	-1.258	0.215	0.091	0.013	0.693
Si	1.898	0.874	0.153	0.113	-0.154	0.591
Si	-1.916	4.66	-0.049	-0.191	0.042	0.565
Si	1.122	7.007	-0.06	0.115	-0.058	0.758
Si	-1.098	-7.094	-0.151	-0.136	0.162	0.775
Si	1.756	-4.535	0.182	0.306	-0.15	0.556
Si	3.611	-0.812	0.272	-0.025	0.009	-0.036
Si	6.269	1.912	0.093	-0.035	0.029	0.064
Si	4.506	3.646	0.222	0.291	-0.254	0.554
Si	7.329	6.252	0.189	0.147	-0.146	0.616
Si	3.467	10.036	-0.013	-0.003	0.038	0.011
Si	-9.274	-4.238	0.052	-0.222	0.065	0.641
Si	-6.465	-1.661	0.131	-0.083	0.137	0.751
Si	-3.715	0.95	0.073	-0.343	0.389	0.082
Si	-7.298	4.522	0.175	-0.021	0.014	-0.024
Si	-3.692	6.324	0.122	-0.031	-0.059	-0.075
Si	-6.124	-7.537	-2.908	0.029	-0.02	0.121
Si	-4.237	-3.797	0.27	-0.066	-0.163	0.72
Si	0.079	0.008	1.396	0	-0.025	-0.05
Si	2.783	2.639	1.445	-0.002	0.004	-0.058
Si	-0.092	5.471	1.255	0.006	-0.002	-0.057
Si	2.655	8.216	1.272	0.016	-0.015	-0.061
Si	0.003	-5.555	1.358	-0.01	-0.02	-0.045
Si	2.718	-2.711	1.37	-0.008	-0.002	0.005
Si	5.382	0.161	1.448	0.024	0.015	-0.028
Si	-8.27	2.779	1.391	0.023	-0.064	-0.075
Si	5.531	5.372	1.436	-0.002	-0.004	-0.101
Si	-8.16	8.121	1.367	-0.032	0.01	-0.032
Si	5.337	-5.399	1.235	0.004	-0.056	-0.004
Si	-8.116	-2.73	1.41	-0.019	-0.004	-0.036
Si	-5.361	-0.045	1.427	-0.024	-0.023	-0.053
Si	-2.705	2.758	1.216	0.012	-0.004	0.043
Si	-5.468	5.419	1.393	-0.003	-0.001	0.015
Si	-2.669	8.11	1.262	0.019	0.033	-0.048
Si	-5.491	-5.492	1.288	-0.033	0.026	-0.049
Si	-2.722	-2.671	1.608	0.019	-0.003	-0.029
Si	-1.3	1.458	2.657	-0.039	-0.002	0.004
Si	1.323	4.093	2.6	0.022	0.017	0.02
Si	-1.354	6.806	2.73	-0.004	0.021	-0.001
Si	1.338	9.465	2.78	-0.003	-0.024	0.006
Si	-1.329	-4.152	2.739	0.022	0.003	0.03
Si	1.326	-1.424	2.779	0.055	0.004	-0.023
Si	4.073	1.381	2.938	0.018	-0.032	-0.024
Si	6.811	4.079	2.901	0.012	-0.036	-0.022
Si	4.078	6.832	2.599	-0.021	-0.012	0.022
Si	6.697	-6.821	2.63	0.013	0.029	-0.028
Si	4.132	-4.019	2.721	-0.025	-0.022	-0.024
Si	-9.522	-1.305	2.667	0.004	-0.044	-0.009
Si	-6.819	1.365	2.646	0.027	-0.002	0.012
Si	-4.124	3.991	2.691	0.037	-0.004	-0.031
Si	-6.729	6.864	2.762	-0.007	-0.003	-0.029
Si	-4.069	-6.835	2.615	0.003	0.016	-0.01
Si	-6.793	-4.129	2.754	0.019	-0.011	0.03
Si	-4.073	-1.317	2.916	-0.031	0.017	0.052
Si	-2.657	0.097	4.102	-0.011	0.005	-0.015
Si	0.025	2.767	4.062	0.003	-0.015	0.009
Si	-2.751	5.411	4.03	0.022	0.007	-0.036
Si	-0.011	8.124	4.135	0.003	0.007	0.022
Si	-2.732	-5.492	4.045	-0.004	-0.011	0.009
Si	-0.012	-2.772	4.127	-0.036	0.002	-0.004
Si	2.69	-0.055	4.151	0.003	0.01	-0.006
Si	5.44	2.744	4.237	-0.029	0.02	0.024
Si	2.701	5.462	3.97	0.007	-0.011	0.014
Si	5.4	-8.166	4.043	0.012	0.017	0.003
Si	2.73	-5.417	4.051	-0.005	-0.018	-0.039
Si	5.477	-2.676	4.079	-0.007	0.02	0.025
Si	-8.157	0.014	4.05	0.012	0.01	0.02
Si	-5.47	2.684	4.077	-0.003	-0.019	0.028
Si	-8.108	5.489	4.123	-0.006	0.005	-0.016
Si	-5.383	8.195	4.097	0.011	0.011	0.022
Si	-8.216	-5.481	4.038	0.011	0	-0.027
Si	-5.455	-2.756	4.145	-0.001	-0.008	-0.015
Si	-1.355	-1.348	5.441	-0.011	0.003	0.003
Si	1.34	1.367	5.445	0.02	0.003	0.012
Si	-1.367	4.093	5.419	0.003	0.008	0.008
Si	1.378	6.77	5.434	0.009	-0.019	-0.009
Si	-1.379	9.501	5.449	-0.005	0.007	0.001
Si	1.376	-4.1	5.462	0.026	-0.004	0.01
Si	4.093	-1.377	5.476	0.002	0.004	0.02
Si	6.83	1.345	5.484	0.01	-0.017	0.011
Si	4.031	4.143	5.451	-0.009	0.016	-0.011
Si	-9.531	6.828	5.43	-0.005	-0.002	-0.002
Si	4.07	-6.794	5.417	-0.011	-0.011	0.008
Si	-9.513	-4.08	5.424	-0.002	-0.006	0.002
Si	-6.822	-1.36	5.446	-0.011	0.015	-0.014
Si	-4.078	1.377	5.46	-0.005	0.003	0
Si	-6.781	4.083	5.453	0.014	-0.01	0.012
Si	-4.061	6.786	5.433	-0.006	-0.007	0.019
Si	-6.812	-6.794	5.417	0	0.016	0.003
Si	-4.065	-4.118	5.444	0.003	-0.003	0
Si	-0.003	0.002	6.814	0	-0.002	-0.002
Si	2.702	2.736	6.799	0.006	-0.008	0.003
Si	0.003	5.429	6.795	-0.005	0.003	-0.003
Si	2.723	-8.163	6.786	-0.006	0.004	-0.002
Si	-0.006	-5.455	6.8	-0.009	-0.003	0.008
Si	2.732	-2.739	6.822	0.009	0	0.014
Si	5.451	-0.009	6.824	0	-0.001	0.01
Si	-8.14	2.725	6.818	-0.007	0.001	0.011
Si	-10.893	5.472	6.8	-0.011	-0.003	0.006
Si	-8.161	-8.149	6.794	0.012	-0.004	0
Si	-10.883	-5.44	6.783	-0.009	0.007	-0.007
Si	-8.169	-2.724	6.807	0.003	0.006	-0.001
Si	-5.438	-0.007	6.798	0.005	-0.011	-0.003
Si	-2.719	2.743	6.806	-0.018	0.013	-0.001
Si	-5.425	5.441	6.806	0.003	-0.002	0.014
Si	-2.718	8.141	6.813	0.005	-0.006	0.008
Si	-5.451	-5.448	6.798	-0.002	0.007	-0.006
Si	-2.72	-2.722	6.788	-0.01	0	0.001
Si	-1.36	1.346	13.587	0	0.003	-0.001
Si	1.357	4.068	13.589	0.006	-0.013	-0.002
Si	-1.354	6.803	13.594	-0.009	0.004	-0.004
Si	1.367	-6.806	13.614	-0.003	0.004	-0.005
Si	-1.345	-4.071	13.612	0.021	-0.019	-0.005
Si	1.361	-1.372	13.61	-0.013	0.003	0
Si	4.077	1.332	13.605	-0.005	0.014	0
Si	-9.534	4.061	13.595	0.002	0.009	-0.002
Si	4.078	-9.512	13.611	-0.008	-0.007	0.001
Si	-9.517	-6.789	13.604	-0.004	0	0.007
Si	4.076	-4.079	13.595	0.002	0.005	-0.003
Si	6.788	-1.362	13.605	0.014	-0.013	-0.001
Si	-6.806	1.368	13.597	0.004	-0.005	0.001
Si	-4.08	4.084	13.582	-0.007	-0.005	-0.007
Si	-6.791	6.81	13.573	0.001	0.005	-0.003
Si	-4.077	9.539	13.588	0.002	-0.009	-0.008
Si	-6.792	-4.081	13.614	0.002	0.004	-0.003
Si	-4.078	-1.371	13.608	-0.007	0.016	-0.001
Si	-2.703	-0.018	14.957	-0.006	0.008	-0.009
Si	0	2.698	14.943	0	0.01	-0.013
Si	-2.719	5.441	14.942	-0.021	0.002	-0.004
Si	0.02	8.133	14.97	0.027	-0.027	0.005
Si	-2.74	-5.404	14.956	-0.023	0.012	0.001
Si	0.02	-2.727	14.993	0.001	-0.015	-0.007
Si	2.723	-0.029	14.981	0.002	-0.008	-0.004
Si	5.449	2.671	14.967	0.024	-0.008	0.009
Si	2.685	5.453	14.947	-0.006	-0.003	-0.004
Si	5.442	-8.142	14.966	0.008	-0.014	0.004
Si	2.726	-5.433	14.967	0.009	0.019	-0.013
Si	5.425	-2.726	14.965	-0.001	-0.009	-0.013
Si	-8.189	0.025	14.952	-0.017	0.017	0.007
Si	-5.434	2.73	14.944	0.012	0.029	-0.003
Si	-8.157	5.442	14.908	0.007	0	-0.012
Si	-5.435	8.176	14.935	0.012	-0.016	-0.012
Si	-8.162	-5.428	14.976	-0.003	0.017	-0.011
Si	-5.418	-2.74	14.984	0.023	-0.021	0.005
Si	-1.408	-1.426	16.345	0.009	-0.016	-0.035
Si	1.281	1.271	16.309	-0.008	0.016	0.015
Si	-1.294	4.132	16.286	0.005	0.026	-0.041
Si	1.356	6.777	16.396	-0.01	-0.024	-0.026
Si	-1.368	-6.792	16.237	-0.017	0	0.008
Si	1.439	-4.038	16.356	0.005	0.012	0.006
Si	4.12	-1.351	16.36	0.013	0.008	-0.02
Si	-9.532	1.328	16.407	-0.016	0.006	-0.021
Si	4.046	4.056	16.229	0.001	0.015	-0.04
Si	-9.445	6.846	16.27	-0.014	-0.02	0.008
Si	4.043	-6.82	16.335	-0.017	0	-0.024
Si	-9.581	-4.113	16.332	0.006	0.022	-0.011
Si	-6.814	-1.343	16.249	0.001	-0.019	-0.011
Si	-4.004	1.421	16.28	-0.014	-0.002	0.001
Si	-6.861	4.047	16.28	-0.008	-0.011	-0.014
Si	-4.131	6.763	16.284	0.01	-0.002	-0.031
Si	-6.731	9.58	16.309	0.009	0	-0.035
Si	-4.049	-4.062	16.412	0.011	0.015	-0.018
Si	-0.069	-0.123	17.718	0.015	0.045	0.06
Si	2.647	2.692	17.547	0.003	0.051	0.027
Si	-0.01	5.427	17.793	-0.012	-0.005	0.017
Si	2.715	8.149	17.745	0.042	0.021	0.014
Si	0.003	-5.432	17.566	0.026	-0.014	0.064
Si	2.833	-2.69	17.779	-0.033	-0.04	0.038
Si	5.44	-0.038	17.816	-0.006	-0.014	0.006
Si	-8.17	2.721	17.736	0.031	0.036	-0.014
Si	5.464	5.432	17.484	-0.002	-0.029	0.006
Si	-8.052	8.218	17.643	-0.008	-0.04	0.04
Si	5.388	-5.504	17.727	0.032	0.052	0.048
Si	-8.216	-2.68	17.588	0.02	0.022	0.027
Si	-5.406	0.035	17.523	-0.007	0.007	0.062
Si	-2.603	2.793	17.64	-0.035	-0.029	0.031
Si	-5.533	5.395	17.633	0.029	0.046	-0.013
Si	-2.737	-8.17	17.55	-0.009	0	0.018
Si	-5.412	-5.412	17.767	-0.012	0	0.018
Si	-2.702	-2.725	17.846	0.003	-0.02	0.018
Si	-1.338	1.364	19.061	0.02	0.02	0.024
Si	1.378	3.975	19.073	-0.013	0.035	0.083
Si	-1.455	6.852	19.035	-0.02	-0.047	0.047
Si	1.261	-6.79	19.002	-0.034	0.005	0.035
Si	-1.247	-4.163	19.113	0.001	0.021	0.06
Si	1.348	-1.426	19.137	0.018	0.01	0.004
Si	3.938	1.37	18.979	-0.002	-0.024	0.072
Si	-9.611	4.122	18.974	-0.013	-0.023	0.093
Si	4.2	6.752	18.937	0.017	-0.002	0.084
Si	-9.454	9.5	19.024	-0.012	-0.033	0.031
Si	4.14	-4.115	19.21	0.03	0.02	-0.002
Si	6.84	-1.43	19.175	-0.016	-0.019	0.063
Si	-6.705	1.347	18.973	0.01	0.015	0.031
Si	-4.075	4.1	18.933	0.017	0.021	0.009
Si	-6.789	6.812	19.062	-0.007	-0.023	-0.015
Si	-4.014	-6.86	19.026	-0.028	-0.034	0.06
Si	-6.857	-3.973	18.977	-0.01	-0.032	0.049
Si	-4.142	-1.238	19.042	0.009	-0.002	0.046
Si	-3.245	0.595	20.251	-0.094	0.123	-0.564
Si	0.47	2.187	20.387	0.022	-0.041	0.015
Si	-3.291	5.933	20.191	-0.147	0.2	-0.652
Si	-0.517	8.609	20.289	0.059	-0.024	-0.046
Si	-2.209	-5.978	20.266	-0.013	0.031	-0.041
Si	0.608	-3.351	20.382	0.058	-0.105	-0.562
Si	2.214	0.438	20.327	-0.237	0.182	-0.595
Si	4.852	3.177	20.129	-0.042	0.291	-0.647
Si	3.236	4.975	20.112	0.158	-0.255	-0.666
Si	5.997	7.649	20.23	0.149	-0.207	-0.616
Si	2.278	-5.124	20.296	0.001	-0.016	0.051
Si	6.043	-3.301	20.479	0.047	-0.101	-0.678
Si	-7.637	-0.387	20.253	0.093	-0.208	-0.563
Si	-4.938	2.326	20.203	-0.004	0.009	0.04
Si	-8.62	5.863	20.219	-0.004	0.004	0.026
Si	-5.034	-7.314	23.242	0.015	-0.062	-0.196
Si	-8.54	-5.002	20.247	-0.222	0.214	-0.588
Si	-5.987	-2.145	20.184	-0.042	0.011	-0.055
Si	1.201	-3.261	23.399	-0.023	-0.014	-0.232
Si	-0.317	2.484	22.606	0.173	-0.062	-0.599
Si	-2.809	4.5	22.972	-0.102	0.034	-0.082
Si	-10.795	-3.528	-2.476	0.119	-0.013	0.125
Si	-2.381	-5.703	22.587	0.023	-0.125	-0.703
Si	2.415	-5.938	22.518	-0.193	0.167	-0.694
Si	1.603	5.287	-6.543	-0.037	-0.139	0.04
Si	-9.785	-7.803	25.669	-0.109	-0.036	-0.131
Si	3.586	5.687	23.096	0.063	-0.096	-0.23
Si	-0.14	-7.729	22.624	-0.163	-0.07	-0.627
Si	-1.058	6.287	24.646	0.002	0.116	-0.135
Si	-10.705	1.702	25.622	0.064	0.108	-0.065
Si	-7.231	7.124	-5.296	0.095	0.06	-0.103
Si	-8.049	4.856	22.253	-0.136	0.264	-0.612
Si	-2.911	5.261	-7.25	0.075	-0.08	-0.101
Si	-4.961	-8.604	20.299	0.147	-0.197	-0.585
Si	-7.201	-5.089	23.102	0.061	-0.031	-0.19
Si	-2.704	-2.784	23.565	0.018	0.082	-0.044
Si	-4.904	-4.964	-4.08	0.093	0.072	0.073
Si	-5.437	7.15	25.709	0.047	0.074	0.009
Si	-2.741	2.277	-4.328	-0.075	0.062	0.011
Si	5.387	-3.666	-5.317	-0.038	0.067	0.095
Si	-0.034	-3.175	-1.945	-0.086	0.016	0.15
Si	1.925	-5.635	-6.957	0.1	0.019	-0.058
Si	4.151	-6.593	-5.127	-0.114	-0.046	0.082
Si	-3.471	0.72	25.986	-0.054	-0.021	-0.023
Si	4.4	-0.89	-1.895	-0.26	0.121	0.664
Si	-2.709	-2.256	26.536	0.11	0.131	-0.036
Si	-6.949	-0.216	-2.593	0.072	-0.046	0.132
Si	3.223	5.523	-1.935	0.05	-0.128	0.177
Si	2.969	0.559	25.958	-0.031	-0.018	-0.009
Si	2.769	-2.577	-6.408	0.033	-0.08	0.042
Si	-8.9	-0.653	25.24	0.07	-0.06	-0.089
Si	-10.705	-2.395	23.549	0.046	-0.033	-0.089
Si	3.078	-0.683	23.23	-0.092	-0.038	-0.144
Si	-6.903	0.28	23.152	-0.047	-0.013	-0.338
Si	-10.146	7.352	-5.367	-0.026	0.085	0.037
Si	-4.455	6.527	-2.084	0.27	-0.017	0.747
Si	-3.737	-1.696	-6.393	0.001	-0.179	0.013
Si	-6.335	-2.357	-4.788	0.002	-0.101	0.026
Si	-2.434	-5.035	-2.076	0.028	-0.066	0.108
Si	-10.627	3.438	22.97	-0.095	0.007	-0.142
Si	-8.097	5.993	24.98	0.054	-0.003	-0.04
Si	2.192	0.991	-2.925	-0.003	-0.009	0.25
Si	-2.003	5.047	-3.152	0.066	-0.113	0.246
Si	-10.368	2.647	-4.645	0.066	0.003	0.087
Si	-4.935	2.947	-6.366	-0.027	0.019	-0.037
Si	-5.576	-2.424	22.434	-0.269	0.105	-0.649
Si	-6.384	4.193	-1.939	-0.406	0.029	0.546
Si	-5.461	2.996	22.392	0.196	-0.288	-0.649
Si	-9.658	1.097	-2.084	-0.097	0.201	0.574
Si	4.383	-6.502	-2.185	-0.473	-0.079	0.51
Si	-3.117	-4.632	-6.298	0.056	-0.038	-0.077
Si	4.485	5.808	-7.342	-0.079	0.007	-0.02
Si	3.033	3.713	-4.383	0.07	-0.108	0.105
Si	-10.496	7.261	-2.306	0.036	-0.037	0.106
Si	-0.9	-6.594	-6.283	-0.039	-0.08	-0.131
Si	0.743	-1.348	-4.266	0.088	0.019	0.059
Si	-8.405	-3.408	-7.028	0.081	0.071	0.089
Si	-8.507	-4.997	25.783	-0.027	0.029	-0.067
Si	-0.815	6.715	-5.296	-0.068	-0.004	-0.022
Si	4.787	-7.83	23.077	-0.008	-0.109	-0.102
Si	-2.159	0.13	23.218	-0.001	0.028	-0.08
Si	1.287	4.238	24.625	-0.117	-0.027	-0.188
Si	0.124	-3.336	26.279	-0.005	0.008	0.051
Si	-7.518	3.979	-4.767	0.006	-0.098	0.081
Si	-5.475	6.808	-7.722	0.041	0.022	0.071
Si	-1.376	-0.013	-5.609	0.018	0.048	0.032
Si	-10.285	0.971	-7.148	-0.114	0.024	-0.028
Si	-4.517	1.659	-1.964	0.053	-0.186	0.627
Si	-7.161	-6.598	-0.045	0.265	-0.082	0.765
Si	5.087	-4.015	26.051	-0.021	0.058	-0.095
Si	-1.37	1.362	8.163	-0.015	-0.015	0.004
Si	1.345	4.074	8.172	-0.022	-0.008	0
Si	-1.345	6.795	8.164	0.011	-0.002	0.012
Si	1.358	-6.814	8.155	0.002	-0.015	0.008
Si	-1.357	-4.078	8.152	0.005	0.021	0
Si	1.367	-1.362	8.163	0.009	0.013	-0.002
Si	4.08	1.373	8.152	0.014	0.004	-0.003
Si	-9.529	4.088	8.149	-0.005	-0.01	-0.002
Si	4.078	6.819	8.17	0.015	0.016	-0.001
Si	-9.52	-6.79	8.154	0.014	0.017	0.001
Si	4.087	-4.098	8.172	-0.009	-0.009	0.007
Si	-9.522	-1.373	8.18	-0.014	-0.004	0
Si	-6.787	1.358	8.169	0.004	0.012	-0.002
Si	-4.072	4.091	8.175	0.02	0.014	0.009
Si	-6.804	6.802	8.152	-0.011	-0.01	-0.003
Si	-4.09	-6.811	8.156	-0.021	-0.003	-0.006
Si	-6.795	-4.076	8.16	0.019	0.005	0.012
Si	-4.082	-1.372	8.156	-0.012	-0.019	0.014
Si	-2.726	-0.006	9.517	-0.004	0.007	0.006
Si	-0.006	2.711	9.53	0.008	0.005	0.003
Si	-2.709	5.446	9.527	-0.006	-0.002	0.003
Si	0.008	-8.166	9.526	-0.008	0.004	0.004
Si	-2.724	-5.44	9.509	-0.001	0.002	-0.001
Si	0.001	-2.724	9.519	-0.002	-0.007	0.004
Si	2.725	0.004	9.514	-0.003	0	-0.001
Si	-10.879	2.725	9.517	0	0.008	-0.002
Si	2.714	5.443	9.518	0.004	-0.005	-0.001
Si	-10.877	-8.15	9.525	-0.013	-0.004	0.003
Si	2.717	-5.453	9.52	0.007	0.003	-0.002
Si	-10.881	-2.732	9.533	0.008	-0.001	0.008
Si	-8.157	-0.003	9.524	0.008	-0.013	-0.002
Si	-5.433	2.72	9.526	0.007	-0.011	0.002
Si	-8.167	5.444	9.512	0.001	0.009	-0.004
Si	-5.446	-8.161	9.52	0.005	-0.002	0.005
Si	-8.161	-5.432	9.515	-0.008	0.003	0.006
Si	-5.437	-2.722	9.526	-0.004	0.01	0.01
Si	-1.355	-1.359	10.877	-0.003	0.005	-0.004
Si	1.368	1.356	10.882	-0.007	-0.011	-0.007
Si	-1.365	4.071	10.884	-0.006	0.003	-0.005
Si	1.363	-9.523	10.892	-0.002	0.003	0.002
Si	-1.356	-6.794	10.871	0.005	-0.006	-0.007
Si	1.354	-4.092	10.88	0.009	0.005	0.002
Si	4.071	-1.368	10.876	-0.002	0.004	-0.004
Si	-9.523	1.357	10.878	0.002	0.001	-0.002
Si	-12.244	4.081	10.875	0.002	-0.005	-0.004
Si	-9.528	-9.523	10.884	0.005	0.007	-0.001
Si	-12.235	-6.796	10.886	0.001	0.001	0.001
Si	-9.509	-4.076	10.892	0.001	-0.009	0.001
Si	-6.799	-1.362	10.885	0.008	-0.001	-0.001
Si	-4.086	1.348	10.884	0.002	0.006	0
Si	-6.801	4.087	10.87	-0.008	-0.001	-0.006
Si	-4.069	6.814	10.877	0.001	-0.01	-0.004
Si	-6.808	-6.798	10.874	-0.002	0.005	-0.009
Si	-4.074	-4.081	10.885	-0.004	0.002	-0.006
Si	0.013	-0.006	12.239	0.019	0.02	-0.001
Si	2.731	2.713	12.242	0.007	0.021	-0.004
Si	-0.006	5.43	12.237	-0.009	-0.027	0.006
Si	2.728	-8.155	12.245	0.018	0.011	0
Si	-0.002	-5.449	12.251	-0.023	-0.007	-0.009
Si	2.709	-2.729	12.237	-0.015	-0.018	-0.005
Si	5.433	-0.014	12.232	-0.013	-0.018	0.005
Si	-8.159	2.725	12.229	0.017	0.012	0.007
Si	-10.894	5.435	12.246	-0.01	-0.014	-0.01
Si	-8.17	-8.155	12.234	-0.009	-0.015	-0.001
Si	-10.874	-5.432	12.243	0.014	0.02	-0.003
Si	-8.152	-2.715	12.256	0.01	0.016	-0.006
Si	-5.445	-0.009	12.252	-0.014	-0.01	-0.01
Si	-2.727	2.706	12.237	-0.018	-0.024	-0.003
Si	-5.43	5.449	12.221	0.029	0.027	-0.003
Si	-2.709	8.176	12.239	0.004	0.022	-0.01
Si	-5.449	-5.439	12.233	-0.015	-0.022	0.006
Si	-2.708	-2.717	12.244	0.015	0.012	0.004
O	-4.169	3.629	23.192	0.039	0.282	0.422
O	-1.609	3.468	22.647	0.063	-0.167	-0.24
O	4.991	4.883	23.19	0.347	0.368	0.188
O	2.169	-1.982	23.52	-0.071	-0.072	0.391
O	2.721	-0.009	21.816	0.28	-0.121	0.169
O	2.077	4.008	-5.659	-0.203	-0.477	-0.195
O	-8.162	0.844	-2.646	0.156	0.453	-0.438
O	-10.732	8.14	21.728	-0.05	0.23	-0.052
O	1.373	-7.16	22.853	0.256	-0.365	0.049
O	0.203	-3.295	24.664	-0.17	0.156	-0.131
O	0.845	3.1	23.555	0.529	-0.416	0.004
O	-7.831	0.143	21.814	-0.636	0.413	0.143
O	5.025	2.702	21.698	0.012	-0.451	0.539
O	-5.23	-8.137	21.857	-0.196	0.017	0.296
O	-7.933	-5.427	21.708	0.021	-0.622	0.278
O	4.659	-5.56	26.236	-0.424	-0.244	-0.483
O	-9.572	2.373	26.54	0.046	-0.314	0.198
O	4.871	-4.978	-2.347	-0.137	0.042	-0.013
O	-0.722	-2.104	-0.946	-0.042	0.192	0.172
O	-1.954	5.976	-6.171	-0.224	0.144	0.116
O	-1.494	1.419	-4.881	0.66	0.407	0.1
O	4.765	-5.123	-5.156	-0.087	-0.074	0.051
O	1.084	-4.104	-1.247	0.146	-0.207	-0.444
O	-1.942	-5.532	-5.643	0.032	-0.097	0.804
O	-8.218	-5.403	-0.42	0.022	0.029	-0.416
O	-9.72	-3.389	-1.28	0.274	0.264	-0.189
O	-6.38	3.25	-5.679	-0.127	-0.205	-0.52
O	-10.885	6.122	-6.089	0.129	-0.653	0.424
O	1.909	6.192	-1.252	0.018	-0.13	-0.527
O	2.07	-4.631	23.426	0.249	0.057	0.639
O	-4.344	6.389	26.634	0.254	-0.341	-0.352
O	-6.302	-3.752	23.016	-0.235	-0.094	0.055
O	-2.349	1.651	26.674	0.158	0.211	-0.155
O	1.597	1.243	-1.433	-0.445	0.122	-0.321
O	-3.195	1.709	-2.889	0.509	-0.14	0.311
O	2.334	-4.078	-6.818	-0.066	-0.083	0.041
O	-5.119	3.169	-1.845	0.612	0.12	0.253
O	-3.993	-2.58	22.635	0.039	0.24	-0.298
O	-9.065	3.64	22.626	0.086	-0.66	0.153
O	4.586	3.51	-4.82	0.147	0.441	-0.027
O	-0.356	0.082	-6.842	-0.034	-0.333	0.079
O	-7.289	3.706	-3.185	-0.394	-0.269	0.022
O	-2.086	-4.19	23.086	0.588	-0.022	0.198
O	-9.637	-3.978	26.35	0.335	0.435	0.066
O	1.835	3.579	25.97	0.631	0.202	-0.226
O	-6.798	-7.322	-1.455	0.049	-0.155	-0.198
O	-5.854	5.703	-2.237	-0.364	0.382	0.038
O	-6.185	-8.055	26.615	-0.393	0.158	-0.406
O	-1.205	-4.102	-2.562	-0.204	-0.224	-0.806
O	-8.307	-1.009	26.718	0.271	-0.554	-0.095
O	-3.245	-4.338	-0.882	-0.006	-0.096	-0.172
O	-5.909	-6.114	-3.608	-0.597	0.266	0.11
O	-4.825	7.916	24.424	0.411	-0.352	-0.089
O	-1.094	-2.351	26.731	0.187	0.335	0.22
O	-10.83	2.496	24.238	-0.163	-0.148	-0.049
O	2.935	6.062	-7.006	-0.133	0.624	0.046
O	4.625	-1.15	23.25	0.227	0.252	0.23
O	-1.547	4.546	-1.667	0.187	-0.289	-0.211
O	0.81	-2.387	-3.053	0.479	-0.051	0.169
O	-3.77	-6.308	23.171	-0.266	0.079	0.462
O	3.639	-6.9	-3.599	-0.325	-0.46	0.002
O	1.617	1.089	26.665	-0.538	-0.524	0.334
O	-10.452	-7.565	24.227	0.356	0.135	-0.171
O	-2.585	-0.188	-0.382	-0.1	0.104	-0.219
O	-8.838	7.24	25.637	0.187	-0.02	0.583
O	-10.149	-3.309	-3.941	0.456	0.147	-0.169
O	-4.979	1.305	26.229	-0.197	-0.379	-0.385
O	-6.564	4.198	22.324	0.242	0.207	0.163
O	-8.786	4.675	25.595	-0.505	0.027	-0.269
O	-3.514	-5.151	-3.265	0.123	-0.059	-0.16
O	-2.97	0.311	21.839	-0.065	0.127	0.117
O	0.371	-3.129	22.005	-0.08	0.275	0.103
O	3.804	4.225	-1.153	-0.089	-0.277	-0.365
O	4.339	-2.439	-2.356	-0.505	-0.184	-0.204
O	-7.114	-1.015	-1.202	-0.562	0.105	-0.039
O	2.912	-1.652	-7.728	-0.107	-0.188	-0.365
O	-5.336	-2.752	-0.361	0.239	-0.3	-0.551
O	-4.528	-5.102	-5.653	-0.438	-0.256	-0.301
O	-10.391	-3.074	22.109	-0.061	0.015	0.246
O	-2.929	-3.051	-6.024	0.514	0.077	0.344
O	-7.106	-4.748	26.527	0.471	0.374	-0.463
O	-2.404	5.479	24.203	-0.546	-0.069	0.367
O	-4.031	2.122	-5.306	-0.347	-0.387	-0.244
O	-7.827	0.289	24.473	0.283	0.116	0.384
O	0.037	5.167	24.981	-0.052	-0.123	0.339
O	2.995	-6.622	-6.247	0.08	-0.372	-0.266
O	3.291	-0.906	26.511	0.354	-0.081	-0.244
O	-2.976	5.51	21.732	0.316	0.259	0.137
O	-3.997	4.239	-6.635	-0.305	0.153	0.299
O	4.194	-2.623	-5.635	0.217	0.292	0.342
O	-9.885	-3.687	-6.512	-0.173	-0.034	-0.385
O	3.846	7.233	23.445	-0.229	0.18	0.537
O	4.364	6.663	-1.96	-0.204	0.25	0.328
O	-5.688	-3.555	-3.893	-0.144	0.094	0.634
O	-3.291	-0.753	26.626	-0.189	0.083	0.081
O	-9.326	-1.894	24.275	0.152	-0.12	0.276
O	-5.986	-1.057	23.227	0.32	0.043	0.266
O	-9.369	6.611	-1.367	0.117	-0.059	-0.378
O	2.926	5.503	21.635	-0.161	0.385	0.113
O	-8.347	-4.814	24.196	-0.267	0.461	-0.111
O	4.875	-3.451	24.544	-0.466	-0.259	0.142
O	-9.033	3.476	-5.068	-0.197	-0.021	-0.208
O	-3.105	-2.914	25.117	-0.269	-0.379	0.079
O	4.158	1.611	26.314	-0.01	0.556	0.434
O	-2.176	3.783	-4.145	0.286	0.079	-0.323
O	-0.984	6.144	-3.78	0.235	0.301	0.361
O	-10.617	-7.462	-2.049	0.532	0.37	0.407
O	-1.806	-6.426	-1.483	0.081	-0.106	-0.361
O	-0.459	7.23	23.459	-0.059	0.021	-0.049
O	-6.998	-1.254	-3.817	-0.342	-0.189	-0.274
O	-8.903	-6.526	26.086	0.341	-0.133	0.331
O	-10.391	-0.361	-2.089	0.199	-0.272	-0.336
O	1.668	-1.902	-5.452	-0.084	0.014	0.052
O	3.527	0.09	-2.837	0.086	-0.106	-0.71
O	0.032	8.117	-0.648	0.305	0.211	-0.363
O	-7.806	-4.77	-7.672	-0.277	-0.556	0.253
O	-8.648	7.606	-5.935	0.087	0.393	-0.47
O	-4.712	8.03	-2.638	0.369	0.352	-0.374
O	-7.468	-2.874	-5.821	-0.033	-0.119	0.307
O	-6.515	6.034	25.282	0.126	-0.663	0.126
O	-6.331	-6.388	23.524	-0.26	-0.127	0.463
O	-1.162	-6.594	23.189	-0.12	0.265	0.625
O	-5.957	7.407	-6.28	0.21	0.088	0.365
O	-0.98	-8.001	-5.483	0.022	0.066	0.146
O	-1.327	7.152	25.978	-0.218	0.048	-0.22
O	-5.577	0.629	-2.626	0.104	-0.257	-0.52
O	-10.332	2.167	-3.1	-0.245	0.533	0.019
O	0.687	6.329	-5.731	0.358	0.36	0.612
O	4.636	0.331	-7.627	0.097	0.074	-0.036
O	2.5	2.395	-3.631	-0.147	0.169	0.084
O	1.171	0.148	-3.83	-0.372	0.385	-0.479
O	-1.784	-1.444	23.399	0.455	-0.135	-0.234
O	-6.997	3.213	26.665	0.082	0.522	-0.102
O	-10.268	0.172	25.416	-0.24	-0.08	-0.257
O	2.811	0.445	24.355	-0.296	0.608	0.028
O	-8.252	6.01	23.376	-0.299	0.296	-0.159
O	-3.144	0.631	24.404	-0.425	0.34	-0.211
O	-0.805	-1.202	-4.684	-0.459	-0.365	0.059
O	-5.138	-1.655	-5.608	0.196	0.343	-0.108
O	-0.796	1.019	23.17	0.127	-0.189	0.575
O	-10.422	1.33	-5.584	-0.073	-0.412	0.131
O	-3.428	5.787	-3.077	-0.166	0.191	-0.374
O	0.551	-5.919	-6.173	0.028	-0.009	0.526
O	-7.37	5.548	-5.035	0.253	-0.024	-0.302
O	5.292	-7.64	-5.554	0.231	0.077	-0.008
O	-2.863	-0.419	-6.018	-0.337	0.338	0.017
O	3.891	-6.501	22.882	0.348	0.405	0.205
O	2.509	5.129	24.122	0.052	-0.01	0.225
O	2.89	5.012	-3.423	-0.238	0.414	-0.18
O	-10.052	6.945	-3.809	0.136	-0.263	0.01
O	-9.02	-0.005	-7.378	0.075	-0.107	0.46
O	-7.035	7.9	-3.895	-0.271	-0.152	0.268
O	-6.047	1.663	23.138	-0.085	0.012	0.294

Results
total energy: -105603.771 eV
total energy less fixed offsets of O -438.25, Si -107.07 eV per atom: -6.321 eV
